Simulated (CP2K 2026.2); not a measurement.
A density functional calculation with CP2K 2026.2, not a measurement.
Periodic cell of 534 atoms, Si358O176, from a study of silicon, its oxide and their interface. The atomic structure is a simulated model.
Doubt: the forces sum to 2.53 eV/angstrom along one axis rather than to zero, so they err by at least 0.0047 eV/angstrom per atom on average; the grid cutoff is modest.

Settings: functional PBE; method Gaussian and plane waves; basis set DZVP-MOLOPT-SR-GTH; pseudopotentials GTH-PBE; grid cutoff 350 Ry, relative cutoff 50 Ry; k points Gamma only; occupations fixed; spin none; net charge 0.

Cell vectors (angstrom)
a	16.32	0	0
b	0	16.32	0
c	0.4998	1.0691	35.1083

Atoms and the computed forces on them: element, x, y, z (angstrom), force x, y, z (eV/angstrom)
Si	0.721	1.103	35.014	-0.244	0.45	0.635
Si	2.937	4.555	34.922	0.053	-0.191	0.669
Si	0.213	5.694	0.245	0.032	-0.038	0.398
Si	2.767	8.583	0.312	0.129	-0.141	0.749
Si	0.637	10.843	0.044	-0.352	0.176	0.815
Si	3.157	15.305	35.054	0.33	-0.382	0.647
Si	6.222	1.448	35.106	-0.287	0.058	0.679
Si	8.019	3.188	0.059	0.196	-0.002	0.709
Si	5.748	5.292	0.051	0.007	0.284	0.711
Si	8.694	9.725	35.072	0.166	-0.342	0.757
Si	6.401	11.963	35.088	-0.23	0.29	0.723
Si	8.478	15.59	34.987	0.162	-0.374	0.692
Si	11.829	1.072	35.033	-0.061	0.088	0.626
Si	13.78	4.377	34.979	0.42	-0.257	0.609
Si	11.467	6.684	34.967	-0.113	0.318	0.606
Si	14.756	8.945	35.095	-0.063	0.144	0.741
Si	11.538	12.367	34.864	0.231	-0.342	0.58
Si	13.551	14.082	0.04	0.071	-0.023	0.6
Si	1.379	1.754	1.084	-0.002	-0.003	-0.075
Si	4.116	4.29	1.355	-0.021	-0.013	-0.027
Si	1.551	7.059	1.563	0.013	0.002	-0.039
Si	4.331	9.865	1.416	0.022	0.025	-0.046
Si	1.639	12.543	1.279	-0.003	0.025	-0.056
Si	4.214	15.388	1.247	0.033	-0.006	-0.051
Si	6.91	1.718	1.461	0.001	-0.002	-0.047
Si	9.588	4.394	1.3	-0.011	-0.009	-0.044
Si	6.949	7.029	1.174	-0.011	0.003	-0.041
Si	9.824	9.799	1.188	0.019	0.027	-0.069
Si	6.977	12.677	1.108	0.061	0.001	-0.061
Si	9.668	15.333	1.275	0.007	-0.009	-0.004
Si	12.365	1.644	1.253	0.009	-0.012	-0.017
Si	14.995	4.285	1.255	-0.01	-0.042	-0.033
Si	12.384	7.04	1.186	-0.035	0.008	-0.054
Si	15.196	9.722	1.186	0.021	0.007	-0.065
Si	12.376	12.507	1.272	-0.011	-0.01	-0.062
Si	15.052	15.284	1.343	-0.008	-0.01	-0.033
Si	0.064	2.966	2.612	0.001	0.006	0.001
Si	2.787	0.412	2.539	0.01	0.036	0.032
Si	0.139	8.479	2.751	-0.01	0.006	0.052
Si	2.932	5.694	2.801	0.01	0.02	0.03
Si	0.154	13.868	2.599	0.016	0.003	0.013
Si	2.96	11.245	2.718	-0.028	-0.018	0.023
Si	5.474	2.995	2.762	0.008	0.01	0.05
Si	8.348	0.348	2.702	0.01	0.014	0.02
Si	5.665	8.398	2.643	0.008	-0.012	0.042
Si	8.271	5.761	2.654	0.002	0.02	0.027
Si	5.581	13.942	2.562	-0.01	0.025	-0.013
Si	8.388	11.259	2.482	-0.006	-0.023	0.019
Si	10.974	2.997	2.615	-0.018	-0.014	0.03
Si	13.737	0.355	2.674	-0.002	0.004	0.035
Si	11.114	8.449	2.591	-0.039	-0.045	-0.008
Si	13.667	5.677	2.627	0.027	0.037	0.046
Si	10.974	13.874	2.613	0.022	-0.006	0.026
Si	13.79	11.111	2.542	0.032	-0.028	0.004
Si	1.456	4.327	4.008	-0.008	-0.023	-0.016
Si	4.136	1.622	4.059	-0.016	-0.018	0.006
Si	1.544	9.86	4.032	0	0	0.017
Si	4.291	7.107	4.069	0.005	0.006	0.025
Si	1.496	15.291	3.927	-0.004	0.006	-0.018
Si	4.291	12.617	4.029	0.018	0	0.046
Si	6.901	4.405	4.024	-0.012	0.002	-0.025
Si	9.669	1.69	4.058	-0.011	0.029	0.041
Si	7.036	9.852	3.9	0.02	0.02	-0.021
Si	9.692	7.118	3.961	0.011	-0.006	-0.02
Si	6.948	15.26	3.972	0.011	-0.023	-0.022
Si	9.655	12.533	3.994	-0.012	0.013	0.02
Si	12.342	4.338	4.005	0.021	-0.027	0.007
Si	15.097	1.653	4.055	0.004	0.003	0.025
Si	12.428	9.811	3.971	0.011	0.026	0.001
Si	15.049	7.068	4.002	-0.009	0.013	-0.021
Si	12.355	15.262	3.956	-0.027	-0.002	0.004
Si	15.113	12.502	3.943	0	-0.026	-0.004
Si	0.154	16.618	10.837	0.004	0.009	-0.004
Si	2.85	3.011	10.828	0.002	0.004	0.005
Si	16.462	5.737	10.78	0	-0.001	-0.012
Si	2.871	8.473	10.785	0.009	-0.012	0.001
Si	0.173	11.19	10.776	0.008	-0.01	-0.003
Si	2.869	13.908	10.82	-0.007	-0.01	-0.003
Si	5.581	16.612	10.815	0.002	-0.006	0.002
Si	8.288	3.014	10.79	0.013	0.004	-0.01
Si	5.552	5.737	10.803	0.001	0.008	-0.002
Si	8.298	8.481	10.825	-0.001	-0.008	-0.001
Si	5.58	11.2	10.807	-0.004	0	0.004
Si	8.312	13.916	10.792	0.017	-0.011	-0.013
Si	11.034	16.626	10.778	-0.005	-0.003	-0.012
Si	13.748	3.006	10.808	-0.005	0.005	0.002
Si	11.021	5.739	10.792	-0.01	0.019	-0.011
Si	13.767	8.482	10.8	-0.004	0.003	0.008
Si	11.045	11.209	10.812	-0.004	0.003	-0.004
Si	13.767	13.915	10.808	-0.007	0.009	-0.005
Si	1.512	1.647	12.216	-0.001	0.006	0.013
Si	4.197	4.375	12.189	-0.004	0.006	0.011
Si	1.504	7.096	12.128	-0.013	-0.006	-0.014
Si	4.206	9.844	12.163	0.005	-0.003	0.011
Si	1.507	12.546	12.169	0.003	-0.008	-0.004
Si	4.221	15.267	12.195	-0.003	-0.005	0.009
Si	6.939	1.654	12.168	0.013	0.015	0.002
Si	9.652	4.374	12.137	0.004	0.006	-0.008
Si	6.901	7.112	12.152	0.01	-0.005	-0.005
Si	9.669	9.861	12.165	-0.006	-0.011	0.009
Si	6.928	12.586	12.155	0.011	0.003	-0.007
Si	9.678	15.281	12.143	-0.001	-0.003	-0.002
Si	12.396	1.635	12.163	-0.021	-0.003	0.015
Si	15.135	4.36	12.15	0.008	0.025	0.008
Si	12.395	7.101	12.127	-0.017	-0.023	-0.004
Si	15.151	9.843	12.15	0.01	0.012	0.001
Si	12.41	12.575	12.178	0.002	-0.006	0.016
Si	15.129	15.252	12.202	-0.011	-0.014	0.005
Si	16.474	3.018	13.571	-0.007	0	0
Si	2.865	16.597	13.593	0.004	0.005	0
Si	16.511	8.468	13.502	0.017	-0.016	0
Si	2.797	5.725	13.534	0	0.016	0.004
Si	16.501	13.893	13.572	0.003	0.005	0.001
Si	2.858	11.207	13.547	-0.017	0.016	-0.001
Si	5.552	2.985	13.533	0	-0.012	0.005
Si	8.305	16.605	13.518	0.014	-0.005	-0.001
Si	5.537	8.471	13.523	-0.005	-0.024	0.006
Si	8.255	5.72	13.472	0.002	0.013	-0.018
Si	5.584	13.924	13.567	0.007	-0.003	-0.003
Si	8.291	11.245	13.501	0.001	0.01	-0.006
Si	11.011	2.999	13.483	-0.016	0.026	-0.001
Si	13.775	16.622	13.557	0.013	0	-0.003
Si	11.052	8.479	13.48	0.019	-0.015	0.002
Si	13.765	5.73	13.463	-0.01	0.009	-0.007
Si	11.06	13.975	13.526	-0.007	-0.001	0
Si	13.826	11.238	13.509	0.003	-0.015	0.007
Si	1.489	4.361	14.979	0.01	0.003	0.028
Si	4.22	1.635	14.958	0.013	-0.008	-0.013
Si	1.514	9.833	14.91	-0.019	-0.024	0.016
Si	4.12	7.12	14.866	-0.014	0.017	-0.014
Si	1.534	15.216	14.982	0.012	-0.035	0.008
Si	4.203	12.575	14.924	0.004	0.002	0.008
Si	6.901	4.363	14.86	0.028	0.026	0
Si	9.663	1.643	14.863	0.011	0.002	-0.001
Si	6.901	9.883	14.828	-0.021	0.004	-0.001
Si	9.632	7.101	14.763	0.009	0.012	-0.047
Si	6.934	15.304	14.933	-0.004	0.014	0.018
Si	9.645	12.649	14.835	-0.043	0.009	0.013
Si	12.433	4.325	14.792	0.001	0.008	-0.025
Si	15.142	1.641	14.942	-0.002	0.012	0.01
Si	12.481	9.836	14.793	0.005	-0.013	-0.04
Si	15.13	7.092	14.805	-0.017	-0.024	-0.004
Si	12.44	15.286	14.954	-0.009	-0.013	0.008
Si	15.157	12.567	14.973	-0.004	-0.02	0.01
Si	16.51	16.599	16.327	-0.011	0.027	-0.006
Si	2.875	2.973	16.35	-0.008	-0.011	-0.017
Si	16.365	5.738	16.265	-0.019	-0.015	-0.007
Si	2.831	8.487	16.32	0.033	0.01	0.033
Si	16.494	11.15	16.329	0.003	-0.004	0.009
Si	2.903	13.885	16.406	-0.007	0.013	0.014
Si	5.571	16.616	16.371	0.011	0.002	0
Si	8.241	2.954	16.196	-0.03	-0.005	0.037
Si	5.453	5.71	16.149	-0.028	-0.003	-0.017
Si	8.287	8.502	16.088	0.015	-0.028	0.03
Si	5.53	11.187	16.257	0.002	-0.033	0.006
Si	8.302	13.973	16.295	0.027	-0.019	0.034
Si	11.087	16.705	16.269	0.002	0.032	-0.027
Si	13.741	2.997	16.263	-0.038	0.023	0.001
Si	11.032	5.712	16.014	0.01	-0.001	-0.014
Si	13.856	8.49	16.17	-0.006	0.006	0.01
Si	11.112	11.276	16.006	0.059	-0.016	-0.069
Si	13.835	13.963	16.363	-0.023	0.008	0.037
Si	1.575	1.55	17.744	0.033	-0.019	-0.013
Si	4.192	4.399	17.679	0.02	0.011	-0.003
Si	1.328	7.17	17.595	-0.054	0.014	-0.022
Si	4.24	9.822	17.724	0.024	-0.002	-0.023
Si	1.588	12.418	17.735	0	-0.039	-0.03
Si	4.267	15.252	17.828	0.031	0.006	-0.001
Si	6.868	1.732	17.734	0.002	0.003	-0.004
Si	9.738	4.304	17.341	0.052	-0.024	-0.007
Si	6.8	7.161	17.337	-0.039	0.044	-0.039
Si	9.774	9.911	17.261	0.032	-0.009	-0.052
Si	6.888	12.555	17.586	-0.019	0.042	-0.032
Si	9.702	15.409	17.6	-0.035	0.013	-0.009
Si	12.447	1.687	17.74	-0.016	-0.021	0.015
Si	15.015	4.359	17.663	0.001	0.025	-0.015
Si	12.394	7.089	17.297	0.008	0.004	-0.035
Si	15.136	9.791	17.72	0.006	-0.039	-0.013
Si	12.388	12.511	17.521	-0.023	-0.01	-0.012
Si	15.195	15.349	17.816	-0.014	0.031	0.028
Si	16.444	2.946	18.939	-0.069	0.022	0.045
Si	2.954	16.607	19.317	0.011	0.034	0.017
Si	16.435	8.421	19.226	-0.013	0.03	0.053
Si	2.634	5.752	18.837	-0.005	-0.045	0.033
Si	0.292	13.844	19.042	0.033	0.028	0.005
Si	2.892	11.066	19.256	0.001	-0.015	0.073
Si	5.577	3.176	19.205	-0.004	-0.026	0.054
Si	8.344	16.749	19.035	-0.001	0.003	0.06
Si	5.65	8.396	18.981	-0.051	-0.022	0.083
Si	8.264	5.742	18.348	-0.032	-0.036	-0.075
Si	5.613	13.803	19.174	-0.025	-0.029	0.046
Si	8.434	11.172	18.632	-0.01	0.021	0.052
Si	11.012	3.114	18.957	-0.007	0.025	0.068
Si	13.808	16.759	19.282	0.006	0.007	0.035
Si	11.127	8.551	18.555	0.075	0.042	0.039
Si	13.508	5.774	18.848	0.002	-0.032	-0.012
Si	11.104	13.975	18.811	0.037	0.032	0.03
Si	13.654	11.141	18.969	-0.001	-0.022	0.064
Si	1.478	4.254	20.278	-0.167	0.278	-0.761
Si	3.89	2.159	20.628	0.376	-0.357	-0.636
Si	1.822	9.407	20.669	-0.337	0.252	-0.785
Si	3.929	7.162	20.078	0.212	0.124	-0.731
Si	1.916	14.782	20.509	-0.007	0.153	-0.744
Si	4.167	12.518	20.655	0.173	-0.152	-0.632
Si	7.372	4.508	20.054	-0.283	-0.033	-0.603
Si	9.443	2.119	20.341	0.109	-0.239	-0.65
Si	7.58	9.434	19.931	-0.301	-0.06	-0.625
Si	9.577	7.183	19.5	0.015	0.07	-0.536
Si	7.258	15.081	20.265	-0.15	0.104	-0.68
Si	9.466	12.823	19.97	0.068	-0.128	-0.759
Si	11.714	4.979	20.221	0.356	-0.332	-0.657
Si	15.179	1.956	20.66	-0.099	-0.153	-0.732
Si	12.489	9.482	20.226	-0.06	0.168	-0.709
Si	14.647	7.214	20.227	0.248	-0.024	-0.707
Si	12.713	14.911	20.27	-0.156	0.293	-0.746
Si	14.94	12.673	20.169	0.124	-0.131	-0.686
Si	0.622	16.523	22.722	-0.122	0.09	-0.187
Si	3.097	2.045	23.528	0.192	0.031	-0.113
Si	15.358	4.718	22.017	0.035	-0.075	-0.251
Si	4.736	8.096	24.024	-0.034	0.045	-0.215
Si	0.789	15.234	25.462	-0.01	-0.029	-0.19
Si	5.945	14.616	27.88	0.067	0.041	-0.051
Si	2.07	4.219	25.364	0.065	0.023	-0.015
Si	6.722	3.431	23.362	0.064	-0.036	-0.1
Si	5.719	5.917	22.091	0.108	0.058	-0.086
Si	9.792	12.574	22.826	-0.022	0.133	-0.044
Si	7.078	16.851	22.83	0.101	0.05	-0.145
Si	8.06	10.418	22.765	0.307	-0.066	-0.041
Si	11.447	14.865	23.166	0.043	-0.237	0.036
Si	14.894	11.444	22.896	-0.043	-0.049	-0.128
Si	7.937	4.292	28.712	-0.088	-0.077	0.011
Si	13.837	5.449	24.55	0.04	-0.111	-0.221
Si	10.927	9.072	22.79	-0.036	0.066	-0.035
Si	12.412	9.832	25.53	-0.076	0.09	-0.099
Si	5.493	1.411	25.036	-0.035	-0.016	-0.095
Si	2.004	7.285	25.197	0.034	0.147	0.01
Si	0.699	9.723	23.676	0.076	-0.057	-0.188
Si	3.092	11.478	30.397	0.107	-0.066	0.118
Si	1.803	13.508	28.913	-0.047	0.035	0.112
Si	3.969	4.893	27.564	0.133	-0.037	-0.006
Si	11.421	6.079	22.933	-0.087	-0.174	-0.243
Si	4.996	12.57	25.885	0.175	0	0.04
Si	6.767	12.999	32.377	0.025	-0.031	0.183
Si	3.383	14.736	26.52	-0.014	0.205	0.113
Si	10.015	1.037	23.258	0.013	-0.051	-0.25
Si	12.983	3.374	26.647	-0.053	-0.107	-0.01
Si	13.846	7.539	26.577	-0.13	0.053	-0.088
Si	10.17	2.565	25.879	0.013	-0.166	0.11
Si	11.006	8.074	27.315	0.151	0.093	0.042
Si	12.391	12.232	24.042	0.001	0.176	0.036
Si	5.293	10.882	23.326	-0.053	0.029	-0.315
Si	15.978	3.461	27.231	-0.089	0.019	-0.033
Si	2.239	6.999	28.309	0.067	0.092	-0.075
Si	16.446	12.21	25.207	0.001	-0.058	-0.001
Si	4.803	8.043	33.17	0.04	-0.046	0.186
Si	15.514	1.591	29.476	0.082	0.044	0.064
Si	15.502	12.336	28.13	-0.019	-0.013	0.066
Si	4.385	7.083	30.516	0.138	0.117	0.014
Si	7.739	16.548	29.253	0.14	-0.261	0.015
Si	4.458	10.467	28.011	-0.011	0.05	0.046
Si	9.03	4.973	24.742	-0.02	-0.021	-0.087
Si	5.229	4.175	30.119	0.011	-0.106	0.101
Si	8.328	6.703	26.972	-0.044	-0.116	-0.066
Si	14.078	6.949	31.066	-0.051	0.026	0.143
Si	11.629	8.625	30.08	-0.08	0.078	0.249
Si	15.66	6.35	28.648	-0.047	-0.126	-0.065
Si	9.881	2.127	30.012	-0.046	-0.029	0.105
Si	13.263	11.09	30.011	0.087	0.126	0.013
Si	6.991	8.382	31.365	0.127	-0.19	0.158
Si	7.399	2.071	27.163	0.101	0.016	-0.265
Si	0.562	11.795	32.273	-0.057	0.262	-0.022
Si	6.017	11.005	30.373	-0.156	-0.162	0.155
Si	15.918	15.207	28.254	0.168	-0.11	0.034
Si	3.296	16.256	32.3	0.1	-0.053	0.199
Si	5.55	7.702	26.96	-0.088	-0.075	-0.038
Si	12.884	4.541	32.333	0.029	-0.174	0.15
Si	5.65	15.188	30.767	-0.003	-0.093	-0.021
Si	9.808	8.19	32.608	0.005	-0.21	0.174
Si	4.468	2.761	32.846	0.017	0.145	0.142
Si	9.644	13.899	33.123	0.056	0.075	-0.002
Si	10.368	2.948	32.984	0.088	0.003	0.113
Si	16.624	16.821	32.043	0.043	0.012	0.322
Si	12.213	13.074	31.989	-0.072	-0.197	0.34
Si	14.835	9.557	32.288	-0.011	0.014	0.017
Si	12.749	3.106	29.533	-0.162	0.085	0.035
Si	14.989	14.208	32.402	0.15	-0.215	0.188
O	1.871	16.286	34.905	-0.177	-0.155	0.179
O	16.502	1.281	33.474	-0.278	0.331	-0.312
O	3.626	3.978	33.542	-0.042	0.369	-0.604
O	6.187	8.755	32.731	0.053	0.217	0.355
O	15.968	7.869	34.664	-0.085	-0.177	-0.229
O	1.825	5.758	34.563	0.121	-0.069	-0.209
O	3.861	7.708	31.909	-0.715	-0.083	0
O	2.168	10.691	34.846	0.143	-0.247	-0.362
O	15.814	12.939	31.739	0.063	0.042	-0.307
O	0.975	12.523	33.655	0.208	0.354	-0.241
O	1.758	16.147	31.854	-0.127	-0.27	-0.28
O	3.631	15.177	33.486	0.242	-0.34	-0.318
O	5.698	2.33	33.826	0.169	0.138	-0.249
O	5.982	7.489	30.428	0.054	-0.349	-0.299
O	9.136	3.437	33.905	-0.065	-0.405	-0.398
O	7.399	5.326	34.61	-0.118	-0.091	-0.558
O	3.981	8.968	34.151	-0.134	-0.192	-0.371
O	5.296	6.676	33.868	-0.086	-0.506	-0.235
O	9.319	9.36	33.608	0.091	0.182	-0.104
O	7.558	10.851	34.82	-0.111	-0.128	0.069
O	5.908	12.318	33.571	-0.431	0.098	-0.316
O	4.264	15.956	31.047	-0.126	0.296	-0.304
O	9.173	15.384	33.507	-0.175	0.498	-0.274
O	7.315	16.663	34.606	-0.124	0.067	-0.522
O	11.2	1.746	33.688	-0.103	-0.225	-0.194
O	12.88	4.063	30.805	-0.121	0.415	-0.17
O	13.909	3.837	33.414	0.314	-0.588	-0.112
O	14.052	2.201	29.612	-0.107	-0.327	-0.012
O	10.644	7.135	33.577	0.051	-0.089	-0.209
O	12.67	5.576	34.757	-0.194	-0.118	-0.151
O	14.053	9.408	33.694	-0.463	0.3	-0.035
O	13.983	10.445	31.284	-0.182	0.234	0.048
O	10.246	13.311	34.508	-0.146	-0.036	0.245
O	12.24	12.146	33.364	0.179	-0.301	-0.211
O	14.935	14.316	34.031	0.319	-0.53	0.321
O	12.934	16.241	34.564	-0.168	0.136	-0.232
O	2.671	3.237	20.694	0.06	0.171	0.397
O	0.633	4.625	21.649	0.297	0.319	0.626
O	2.453	3.468	23.972	0.024	0.117	-0.388
O	4.147	1.993	22.258	0.333	-0.159	0.367
O	1.455	9.781	22.225	-0.025	0.1	0.17
O	4.299	9.607	23.553	-0.486	0.067	-0.213
O	4.42	6.036	21.152	-0.341	-0.601	0.132
O	2.998	8.273	20.839	0.215	0.113	0.251
O	3.044	13.685	21.048	-0.193	0.077	0.449
O	1.1	15.268	21.83	-0.394	-0.136	0.425
O	3.895	1.451	24.824	-0.122	-0.402	0.553
O	4.827	11.707	21.963	-0.011	0.058	-0.04
O	5.629	4.517	22.877	-0.592	-0.195	0.365
O	7.045	5.688	21.173	0.235	0.321	-0.007
O	10.143	1.594	21.733	0.555	0.007	0.163
O	8.479	3.432	20.631	-0.213	0.097	0.229
O	8.347	11.972	23.165	-0.61	0.39	0.402
O	7.533	10.375	21.244	-0.277	0.373	-0.059
O	10.449	6.016	20.235	-0.102	-0.069	0.306
O	8.6	8.207	20.349	0.144	-0.217	0.583
O	8.369	13.905	20.57	-0.015	-0.18	0.086
O	6.741	15.815	21.64	-0.286	-0.105	0.203
O	10.158	12.191	21.301	0.508	-0.191	0.105
O	10.856	11.823	23.767	-0.075	-0.402	0.399
O	11.895	4.931	21.853	-0.008	-0.513	0.463
O	12.307	7.152	26.964	-0.173	-0.59	-0.085
O	14.642	3.387	21.339	-0.265	-0.037	-0.039
O	15.833	1.057	21.883	0.016	-0.095	0.189
O	13.616	8.392	20.738	0.208	-0.077	0.208
O	11.575	9.853	21.52	-0.083	0.285	0.052
O	13.772	9.025	25.922	0.679	0.288	-0.321
O	14.927	6.187	21.472	-0.035	0.017	0.609
O	13.893	13.841	20.639	0.101	-0.042	0.131
O	12.011	15.18	21.698	0.115	0.452	-0.043
O	15.439	9.958	23.285	-0.218	-0.379	-0.237
O	15.533	11.894	21.483	0.314	-0.421	0.202
O	1.873	1.142	23.04	-0.04	-0.079	-0.002
O	16.46	15.929	24.151	-0.351	0.168	0.141
O	1.53	5.737	25.113	-0.263	-0.059	-0.248
O	6.952	2.116	22.403	-0.047	0.281	-0.697
O	15.318	12.461	24.076	-0.383	0.554	-0.087
O	14.945	4.734	23.591	0.341	-0.457	0.57
O	5.68	7.27	22.975	0.388	0.105	0.235
O	0.974	8.346	24.495	-0.455	-0.251	0.068
O	10.969	7.518	22.358	-0.313	-0.101	-0.165
O	5.494	11.976	24.486	0.356	0.191	0.012
O	2.311	15.713	25.81	0.345	0.73	-0.169
O	7.377	15.409	28.102	0.295	-0.363	-0.556
O	0.846	3.453	26.123	-0.053	-0.44	0.012
O	3.486	4.194	26.191	0.521	-0.263	-0.314
O	8.125	4.125	23.705	0.409	-0.063	-0.379
O	6.066	2.882	24.706	-0.247	0.361	0.454
O	4.291	11.332	26.664	-0.409	0.005	0.01
O	2.255	7.649	26.787	0.033	0.259	-0.042
O	6.696	10.041	23.504	0.039	-0.224	0.62
O	6.908	16.188	30.574	0.144	0.317	0.353
O	7.149	1.604	28.689	-0.554	0.437	0.349
O	6.077	13.313	26.893	0.507	-0.195	-0.116
O	8.583	16.622	23.359	-0.064	-0.696	0.118
O	9.988	14.149	23.063	-0.385	0.252	0.279
O	11.171	16.33	23.758	0.298	0.271	0.585
O	10.15	2.233	24.302	-0.072	0.478	-0.144
O	12.945	4.4	25.406	-0.431	0.093	-0.224
O	14.543	6.48	25.567	0.79	-0.045	-0.18
O	9.774	4.128	25.917	0.267	0.241	0.304
O	12.773	6.345	23.755	0.041	0.405	0.245
O	11.323	9.547	26.697	-0.152	0.597	0.125
O	11.698	2.357	26.43	-0.017	-0.636	-0.023
O	13.292	11.61	22.838	-0.158	-0.284	-0.518
O	9.37	9.515	23.022	-0.175	-0.115	0.066
O	3.963	13.718	25.414	-0.286	-0.046	-0.596
O	11.81	9.277	24.127	0.252	-0.215	0.097
O	2.575	5.426	28.192	-0.353	-0.315	0.105
O	0.758	7.081	28.915	-0.076	0.412	0.266
O	5.537	8.079	25.405	0.541	0.204	-0.066
O	8.439	7.73	31.788	-0.065	-0.295	-0.431
O	3.351	7.322	24.303	-0.196	-0.434	-0.186
O	1.073	10.995	24.649	0.537	0.081	0.328
O	3.143	10.641	28.98	-0.576	-0.124	-0.453
O	2.889	13.066	30.03	0.339	0.487	-0.025
O	15.722	11.827	26.607	-0.198	-0.294	-0.048
O	0.889	13.62	25.327	0.256	-0.153	0.096
O	6.208	1.231	26.46	-0.071	-0.385	0.294
O	4.669	15.451	27.234	-0.166	0.525	-0.201
O	8.926	1.753	26.602	0.135	-0.51	-0.031
O	10.192	5.62	23.852	0.007	0.146	0.261
O	6.798	12.258	30.96	0.573	0.09	-0.221
O	5.732	11.097	28.796	0.523	0.059	-0.424
O	5.503	14.288	29.419	-0.113	-0.369	-0.034
O	10.782	13.844	31.986	-0.092	0.235	-0.587
O	4.625	3.846	28.625	0.154	-0.51	-0.366
O	6.814	4.426	29.883	0.185	0.04	0.368
O	9.272	16.968	29.627	0.235	-0.399	0.152
O	6.054	16.581	24.041	-0.412	-0.624	0.215
O	14.552	2.881	26.644	0.169	-0.5	-0.141
O	12.74	3.965	28.151	-0.209	0.626	0.165
O	8.039	5.976	25.542	-0.752	-0.055	-0.183
O	15.789	4.971	27.812	-0.122	0.1	0.051
O	14.775	7.474	27.885	-0.069	0.502	0.432
O	12.872	7.634	30.262	-0.143	-0.121	-0.105
O	12.202	10.011	29.477	-0.117	0.006	-0.376
O	14.376	11.46	28.894	-0.075	-0.26	-0.347
O	12.758	11.424	25.402	0.364	0.102	0.437
O	12.425	13.87	24.022	0.335	0.304	0.491
O	0.946	14.87	29.121	0.044	0.428	0.522
O	16.308	1.569	30.88	0.348	0.395	0.041
O	3.331	7.581	29.38	-0.181	0.589	0.056
O	16.398	2.452	28.429	0.453	0.117	0.156
O	16.208	15.641	26.727	-0.368	0.346	-0.102
O	4.414	5.485	30.586	-0.31	-0.114	0.2
O	0.679	12.317	28.795	0.052	-0.37	0.119
O	16.177	10.379	32.592	0.385	-0.375	0.021
O	4.909	6.222	27.29	-0.009	-0.142	0.099
O	4.787	8.921	27.702	0.006	-0.179	0.344
O	15.57	15.61	31.89	-0.083	-0.007	-0.616
O	15.197	16.417	28.976	-0.412	0.033	-0.133
O	14.995	13.877	28.2	-0.475	0.065	-0.217
O	1.824	11.286	31.386	0.011	-0.302	0.107
O	8.532	5.715	28.244	0.527	0.096	0.504
O	7.068	9.789	30.594	0.436	0.109	-0.151
O	9.766	2.39	31.603	-0.208	0	-0.031
O	7.275	3.674	27.339	-0.283	0.334	-0.418
O	2.653	13.757	27.578	0.176	-0.328	-0.278
O	4.517	11.049	31.088	-0.034	0.082	0.241
O	7.105	7.672	27.376	0.121	0.307	0.468
O	9.673	7.515	26.644	-0.107	0.18	-0.338
O	4.984	3.128	31.345	0.045	-0.149	-0.299
O	3.504	1.468	32.782	-0.287	0.081	0.134
O	8.326	13.064	32.768	0.019	-0.347	-0.216
O	6.04	14.397	32.109	0.019	0.419	0.526
O	13.39	6.08	32.241	-0.145	0.307	0.072
O	11.35	4.229	32.794	-0.191	0.415	0.33
O	10.819	8.758	31.478	0.166	0.489	0.113
O	10.686	8.075	28.9	-0.411	-0.064	-0.024
O	14.958	6.035	30.071	0.194	-0.676	0.275
O	15.061	8.086	31.673	0.67	-0.026	0.139
O	11.441	2.163	29.603	0.214	-0.343	-0.414
O	9.155	3.363	29.246	0.391	0.137	-0.359
O	12.361	12.295	30.59	-0.432	0.24	-0.411
O	13.436	14.118	31.982	-0.049	0.564	-0.393
Si	0.149	0.276	5.362	0.021	-0.003	0
Si	2.812	3.002	5.405	-0.006	0.012	0.002
Si	0.117	5.723	5.353	0.014	0.005	0
Si	2.892	8.475	5.374	-0.004	0.003	0.019
Si	0.151	11.199	5.362	0	0	0.012
Si	2.871	13.958	5.335	-0.004	0.016	0.003
Si	5.569	0.277	5.355	-0.007	-0.003	0.006
Si	8.28	3.048	5.377	-0.012	0	0.007
Si	5.607	5.752	5.435	0.003	0.006	0.005
Si	8.353	8.499	5.325	-0.016	-0.007	-0.007
Si	5.649	11.184	5.312	0.019	-0.013	-0.001
Si	8.296	13.898	5.349	0.005	-0.001	-0.001
Si	11.031	0.295	5.368	0.005	-0.006	0
Si	13.727	3.021	5.381	-0.01	0.006	0.008
Si	11.008	5.74	5.351	-0.029	0.001	-0.003
Si	13.734	8.448	5.372	0.003	0.003	0.006
Si	11.046	11.176	5.326	0.004	-0.01	0.004
Si	13.74	13.886	5.298	0.018	0.009	-0.011
Si	1.481	1.635	6.756	-0.001	-0.014	0.004
Si	4.205	4.375	6.736	0.003	0.02	-0.001
Si	1.502	7.094	6.697	0	0.009	-0.001
Si	4.266	9.848	6.701	-0.006	-0.003	-0.006
Si	1.514	12.577	6.698	-0.007	0.008	0.006
Si	4.223	15.266	6.742	0.011	-0.012	0.004
Si	6.921	1.662	6.712	0.005	0.008	0
Si	9.649	4.401	6.733	0	0.014	0.001
Si	6.986	7.143	6.723	0.002	0	-0.007
Si	9.695	9.832	6.716	0.011	0.004	-0.002
Si	6.961	12.536	6.722	0.012	0	0.005
Si	9.658	15.259	6.712	-0.014	-0.001	0.006
Si	12.387	1.648	6.736	0.013	0.001	0.006
Si	15.09	4.38	6.739	-0.014	-0.008	0
Si	12.365	7.098	6.727	0.005	-0.007	-0.002
Si	15.112	9.82	6.711	0.002	-0.011	0.001
Si	12.394	12.543	6.69	-0.022	-0.012	-0.004
Si	15.097	15.234	6.695	0.011	0.003	0.006
Si	0.126	3.008	8.098	0.01	0.009	-0.002
Si	2.865	0.299	8.109	-0.004	0.007	0.002
Si	0.153	8.46	8.065	0	0	0
Si	2.852	5.743	8.082	-0.005	-0.013	-0.006
Si	0.149	13.909	8.079	0.002	0.005	-0.005
Si	2.884	11.206	8.049	0.014	-0.008	-0.011
Si	5.567	3.014	8.09	0	-0.002	-0.005
Si	8.296	0.305	8.068	-0.007	-0.01	-0.012
Si	5.604	8.483	8.081	0.02	-0.001	-0.005
Si	8.305	5.765	8.101	0.007	0.02	-0.001
Si	5.587	13.892	8.081	-0.01	-0.015	-0.004
Si	8.327	11.187	8.083	0.004	-0.009	-0.008
Si	11.019	3.024	8.075	-0.005	-0.001	-0.013
Si	13.76	0.285	8.076	-0.018	0.002	-0.008
Si	11.027	8.47	8.097	-0.017	-0.004	-0.004
Si	13.733	5.746	8.088	-0.002	0.014	-0.004
Si	11.033	13.9	8.064	0.017	0.004	-0.01
Si	13.752	11.189	8.067	0	0.007	-0.011
Si	1.503	4.368	9.442	-0.003	0.013	-0.001
Si	4.219	1.661	9.467	0.003	0.005	0.008
Si	1.525	9.831	9.406	-0.004	-0.002	-0.008
Si	4.226	7.11	9.424	-0.005	0.012	-0.006
Si	1.502	15.262	9.46	0.011	0	0.011
Si	4.221	12.551	9.445	-0.001	0.003	0.001
Si	6.927	4.389	9.44	-0.003	0.003	-0.003
Si	9.657	1.664	9.429	0.001	0.015	-0.004
Si	6.953	9.841	9.451	0.008	0.002	0.004
Si	9.66	7.12	9.462	0.006	-0.008	-0.001
Si	6.942	15.266	9.435	0.011	0.005	0.003
Si	9.681	12.552	9.441	-0.012	-0.007	-0.002
Si	12.384	4.371	9.445	-0.007	0.008	-0.002
Si	15.106	1.64	9.459	-0.004	-0.011	0.009
Si	12.397	9.839	9.444	-0.003	-0.011	0.003
Si	15.106	7.11	9.431	0	-0.01	0
Si	12.396	15.254	9.432	-0.004	-0.006	0.002
Si	15.113	12.547	9.434	-0.002	-0.015	0.008

Results
total energy: -115454.080 eV
total energy less fixed offsets of O -438.35, Si -107.03 eV per atom: 12.260 eV
